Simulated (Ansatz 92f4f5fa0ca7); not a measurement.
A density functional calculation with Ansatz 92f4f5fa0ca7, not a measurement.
Periodic cell of 240 atoms, Si143O91B6, from a study of silicon, its oxide and their interface. The atomic structure is a simulated model.

Settings
functional: PBE
potential files: Ansatz PAW
basis: plane waves
wave-function cutoff: 700 eV
density cutoff ratio: 5
exchange-correlation grid ratio: 1
k mesh: 2 x 2 x 1, shifted by 0.5 0.5 0.5 of a step
self-consistency stop: 5e-08 eV per atom in the density residual
occupations: fixed
spin: none
net charge: 0

Cell vectors (angstrom)
a  11.6015  0  0
b  0  10.938  0
c  0  0  32.5953

Atoms: element, x, y, z (angstrom)
B  0.0597  0.4275  24.277
Si  3.8929  -0.0368  23.9742
Si  7.7817  0.169  23.9917
Si  1.8573  1.299  23.8556
Si  5.7664  1.4373  23.9511
Si  9.8989  1.4125  23.9538
Si  0.3027  5.547  23.81
B  3.5772  5.7582  24.6521
Si  7.6684  5.4339  24.0108
B  2.0708  6.4203  24.501
Si  5.4246  6.5566  24.1236
Si  9.6995  6.8363  23.8556
Si  1.9011  2.6927  25.8615
Si  5.7442  2.8552  25.8371
Si  9.6967  2.7748  25.9073
Si  11.6366  4.1483  25.8121
Si  3.7713  4.1579  25.8624
Si  7.7404  4.1052  25.9394
Si  1.8898  8.1171  25.7075
Si  5.7902  8.1835  25.8586
Si  9.7478  8.2862  25.7623
Si  11.658  9.7433  25.6076
Si  3.8269  9.4948  25.8704
Si  7.7569  9.5649  25.8115
Si  11.6111  -0.0267  27.7268
Si  3.8452  -0.0165  27.7615
Si  7.7207  0.0042  27.7466
Si  1.9199  1.3452  27.7884
Si  5.7709  1.3725  27.7206
Si  9.6875  1.3516  27.7768
Si  11.6138  5.4871  27.768
Si  3.834  5.5189  27.8006
Si  7.7674  5.5226  27.803
Si  1.9068  6.8839  27.7573
Si  5.8051  6.8378  27.7871
Si  9.7112  6.8923  27.7208
Si  1.9336  2.7345  29.696
Si  5.8008  2.7345  29.696
Si  9.6679  2.7345  29.696
Si  0  4.1018  29.696
Si  3.8672  4.1018  29.696
Si  7.7343  4.1018  29.696
Si  1.9336  8.2035  29.696
Si  5.8008  8.2035  29.696
Si  9.6679  8.2035  29.696
Si  0  9.5708  29.696
Si  3.8672  9.5708  29.696
Si  7.7343  9.5708  29.696
Si  0  0  31.6296
Si  3.8672  0  31.6296
Si  7.7343  0  31.6296
Si  1.9336  1.3673  31.6296
Si  5.8008  1.3673  31.6296
Si  9.6679  1.3673  31.6296
Si  0  5.469  31.6296
Si  3.8672  5.469  31.6296
Si  7.7343  5.469  31.6296
Si  1.9336  6.8362  31.6296
Si  5.8008  6.8362  31.6296
Si  9.6679  6.8362  31.6296
Si  1.9336  2.7345  0.9679
Si  5.8008  2.7345  0.9679
Si  9.6679  2.7345  0.9679
Si  0  4.1018  0.9679
Si  3.8672  4.1018  0.9679
Si  7.7343  4.1018  0.9679
Si  1.9336  8.2035  0.9679
Si  5.8008  8.2035  0.9679
Si  9.6679  8.2035  0.9679
Si  0  9.5708  0.9679
Si  3.8672  9.5708  0.9679
Si  7.7343  9.5708  0.9679
Si  11.6054  -0.0427  2.9214
Si  3.8518  -0.0118  2.8753
Si  7.7615  -0.0176  2.9231
Si  1.9098  1.3479  2.899
Si  5.8059  1.3141  2.8784
Si  9.7008  1.3338  2.8405
Si  11.5715  5.4741  2.9117
Si  3.8728  5.4447  2.9224
Si  7.7278  5.4967  2.8851
Si  1.9175  6.785  2.8427
Si  5.7967  6.8533  2.9252
Si  9.6577  6.888  2.9791
Si  1.889  2.664  4.907
Si  5.812  2.6239  4.8253
Si  9.719  2.7666  4.6771
Si  11.6276  4.2045  4.9478
Si  3.8672  3.9576  4.7906
Si  7.7346  3.9849  4.6884
Si  1.9167  8.147  4.7301
Si  5.8538  8.2336  4.8734
Si  9.6785  8.2159  5.0097
Si  11.6315  9.5658  4.9133
Si  3.8485  9.4938  4.7404
Si  7.7504  9.6923  4.9994
Si  11.6823  0.2664  6.722
Si  3.5838  0.052  6.5535
B  7.6549  0.3412  6.3051
B  1.8629  1.1097  6.1835
Si  5.7746  1.1371  6.7371
Si  9.4867  1.2985  6.5236
B  11.6371  5.7508  6.317
Si  3.8464  5.3652  6.6603
Si  7.818  5.2505  6.6379
Si  1.8268  6.6612  6.6026
Si  5.8714  6.6391  6.6518
Si  9.8198  6.5211  6.8241
O  9.6718  2.4163  7.76
O  6.0125  7.3686  8.1417
O  3.4477  10.0208  7.8979
O  9.5491  7.0027  8.4144
O  2.0082  7.7231  7.8789
O  3.9091  4.5224  8.1046
O  5.5593  1.9558  8.2053
O  0.0847  10.7373  8.3205
O  7.7441  4.2835  8.0141
O  7.4332  10.217  22.637
O  5.1524  7.3434  22.7061
O  7.827  4.3614  22.7369
O  9.3889  7.83  22.5485
O  4.1883  9.91  22.6656
O  2.0453  2.4352  22.6184
O  5.6277  2.0387  22.3794
O  0.4429  4.553  22.457
O  9.9343  2.6041  22.7406
Si  -0.0176  10.2892  12.5487
Si  10.2947  3.4603  11.3069
Si  2.9894  0.8401  17.2038
Si  3.34  8.0372  14.3019
Si  8.949  0.5902  12.2236
Si  4.6393  9.1693  17.0834
Si  0.953  5.3406  10.8195
Si  2.8304  8.8067  8.7776
Si  10.5529  8.5772  16.7293
Si  6.2921  3.8512  18.6946
Si  3.7398  3.8211  16.8887
Si  0.6313  7.3211  13.1883
Si  7.3136  5.7783  14.7388
Si  1.2824  3.4424  21.5705
Si  7.1259  9.9918  21.0546
Si  8.7574  5.3953  19.57
Si  9.4788  8.17  20.9583
Si  3.8007  4.7797  9.7104
Si  0.5942  0.0772  15.3237
Si  2.9878  7.9602  19.4031
Si  10.9922  5.5222  17.4829
Si  4.5  10.7301  12.9992
Si  6.3973  1.9124  20.9401
Si  7.4327  8.7281  15.9599
Si  6.6907  9.8736  10.8438
Si  0.1478  9.3493  19.4752
Si  4.3419  2.6015  11.7711
Si  4.3893  5.0242  14.0297
Si  8.6778  3.186  8.786
Si  1.9658  5.0614  19.0905
Si  8.8422  3.4369  21.8448
Si  10.9367  2.6085  16.6243
Si  7.878  3.0168  16.2768
Si  4.6649  8.6009  21.8237
Si  0.2719  9.954  9.7299
Si  9.6038  6.1002  12.6745
Si  6.9054  0.5883  14.5363
Si  10.3138  7.2245  9.8444
Si  5.4249  7.3732  9.6566
Si  0.688  1.4315  19.2539
Si  6.272  1.5395  9.6221
O  5.9464  8.8943  20.8622
O  5.2919  0.4072  14.2928
O  7.9111  4.5528  15.6656
O  9.7781  1.9366  11.6791
O  11.0692  6.9899  16.7083
O  2.1968  1.2053  18.6099
O  3.6817  4.5862  15.4436
O  6.5502  8.2639  10.4891
O  7.1507  5.084  19.3676
O  3.6777  3.327  10.461
O  10.7657  6.7511  13.6547
O  5.9857  5.0989  14.1477
O  9.476  6.8871  11.2275
O  7.7899  1.0859  13.2516
O  2.8535  6.392  19.1217
O  5.782  2.1749  11.0652
O  7.4657  10.032  14.9499
O  11.3117  4.2201  16.5073
O  11.6123  1.5985  15.5299
O  5.6717  10.1078  12.073
O  6.5051  0.3923  20.3529
O  6.2699  9.0914  17.0436
O  10.7343  8.7949  9.8234
O  4.1967  3.7842  12.9303
O  7.0124  7.2167  15.4606
O  10.7769  9.168  18.2073
O  7.8101  2.0373  9.532
O  2.2065  4.3301  20.5381
O  0.3156  8.7033  12.3898
O  9.3725  2.4316  16.3032
O  5.0833  4.3182  17.6978
O  4.1803  8.4118  18.4279
O  9.4662  4.3856  20.6651
O  1.6162  8.7738  19.1161
O  0.1555  -0.0074  11.0464
O  4.0095  8.1675  9.6868
O  9.5018  5.2892  18.1206
O  6.182  -0.1043  9.6148
O  11.2959  9.6705  15.7246
O  2.3493  5.4192  10.0189
O  11.2977  2.0245  18.104
O  0.5118  2.4472  20.5185
O  8.5476  9.436  20.4774
O  6.9741  1.8742  15.5377
O  8.1975  10.4619  11.1885
O  0.4163  5.4775  18.7666
O  1.2246  6.1404  12.2256
O  9.5735  3.9265  9.9162
O  9.8483  4.4927  12.4886
O  3.646  2.2153  16.615
O  5.034  5.8247  10.1599
O  3.9535  8.4185  15.7769
O  4.2253  10.7318  17.3238
O  11.5785  6.2067  9.85
O  0.9291  -0.0252  13.7235
O  3.7572  1.1301  12.3102
O  0.312  3.8243  11.0788
O  8.2199  6.2241  13.4764
O  3.5779  9.4082  13.3835
O  1.9708  0.0614  16.1873
O  5.6592  2.8995  19.869
O  8.9508  8.5843  16.5031
O  1.7185  7.7038  14.3566
O  1.7779  9.3733  9.8617
O  11.0579  8.5254  20.7015
O  11.8114  -0.0115  19.8403
O  2.4528  4.1676  17.8207
O  7.9636  2.303  21.1005
O  7.3564  3.0073  17.8148
O  3.9426  6.5984  13.7104
O  3.372  8.1768  20.9528
O  8.9389  6.9109  20.0978
O  10.0443  10.5988  13.002

Results
free energy: -143607.461 eV
free energy less fixed offsets of B -155.45, O -569.03, Si -635.61 eV per atom: -0.801 eV

Forces (eV/angstrom), in the order of the atoms: element, x, y, z
B  0.0046  -0.1024  0.0843
Si  0.1261  -0.0413  -0.0132
Si  -0.0962  -0.0218  0.0114
Si  -0.0253  0.1483  -0.0236
Si  -0.0567  -0.0403  -0.0512
Si  -0.0172  0.0507  -0.1119
Si  0.0297  -0.0578  0.0236
B  0.0945  -0.0184  -0.1036
Si  0.1086  0.0668  -0.0477
B  -0.0509  0.08  -0.0337
Si  -0.0624  0.0046  -0.0501
Si  -0.1055  -0.0524  -0.0355
Si  -0.0193  -0.0891  -0.0193
Si  0.0347  -0.0557  -0.0177
Si  0.051  -0.1311  -0.0342
Si  0.0148  0.0944  -0.0343
Si  -0.0225  0.1508  -0.0092
Si  -0.0589  0.0721  -0.0569
Si  0.0309  -0.1739  0.0017
Si  0.0244  -0.0649  -0.0348
Si  0.0375  -0.1076  -0.0198
Si  -0.0461  0.1511  -0.0194
Si  -0.0365  0.1076  -0.028
Si  -0.0065  0.0941  -0.0402
Si  0.0149  -0.0725  0.0297
Si  0.0115  -0.043  0.0175
Si  0.0421  -0.0237  0.0292
Si  -0.0087  0.0531  0.0101
Si  -0.0071  0.064  0.0169
Si  -0.0232  0.0046  0.0427
Si  0.0135  -0.0519  0.0119
Si  -0.0001  -0.0891  0.0798
Si  0.0051  -0.0543  0.0153
Si  -0.0291  0.0578  0.0307
Si  -0.0122  0.0196  0.008
Si  0.0069  0.0462  0.0115
Si  -0.0118  0.0059  0.0597
Si  -0.0487  -0.0773  -0.2699
Si  0.0334  -0.1098  0.0652
Si  -0.0172  0.0231  -0.0522
Si  -0.0511  0.0766  0.0889
Si  0.0949  0.1285  0.0457
Si  -0.0551  0.0981  0.1119
Si  -0.0147  0.0512  0.1566
Si  0.0875  0.0731  -0.0617
Si  0.0159  -0.0473  -0.0873
Si  -0.0118  0.0255  0.0684
Si  -0.0381  0.0773  -0.0681
Si  0.0014  0.0968  -0.0302
Si  -0.015  -0.051  -0.0257
Si  0.0082  0.0366  0.0024
Si  -0.007  0.0121  0.0015
Si  0.0183  0.0019  -0.0025
Si  -0.015  0.1  -0.0075
Si  0.0099  0.0273  0.0002
Si  -0.018  -0.0305  0.0171
Si  0.0057  -0.104  0.0223
Si  0.0119  0.0345  -0.0312
Si  -0.0053  0.017  0.0217
Si  -0.0075  -0.0882  0.0251
Si  -0.0279  -0.0285  0.0742
Si  0.0032  -0.0727  0.0574
Si  0.049  -0.0506  -0.3162
Si  -0.1269  0.0031  0.0888
Si  0.0615  0.0276  0.0533
Si  0.0339  0.122  -0.0039
Si  0.0129  -0.0645  -0.2464
Si  -0.0395  -0.0421  0.0941
Si  -0.0097  -0.037  0.2246
Si  0.0177  -0.1494  0.0327
Si  -0.0431  -0.0422  -0.2222
Si  0.0613  -0.064  0.0972
Si  0.0187  -0.0505  0.007
Si  0.0143  -0.0263  -0.0239
Si  -0.0227  -0.0845  -0.0293
Si  -0.0188  0.0832  -0.0095
Si  0.0206  0.0247  -0.0123
Si  0.0222  0.0318  -0.0014
Si  -0.0115  -0.0846  -0.0335
Si  -0.0019  -0.0466  -0.0198
Si  0.0211  -0.0359  -0.0271
Si  0.0216  0.0244  -0.0151
Si  0.0131  0.0546  0.0009
Si  -0.0038  0.0403  -0.0284
Si  -0.0154  -0.1236  -0.0197
Si  0.016  -0.0642  0.0016
Si  -0.0281  -0.1122  0.002
Si  0.0161  0.1412  0.0726
Si  -0.0464  0.0948  0.0171
Si  -0.0523  0.0942  0.0413
Si  -0.1048  -0.1162  0.0424
Si  0.0287  -0.0762  0.0268
Si  -0.0296  -0.1118  -0.0008
Si  -0.0064  0.0721  -0.0035
Si  0.0087  0.1206  0.0323
Si  -0.065  0.1542  0.035
Si  0.1242  -0.028  -0.0072
Si  -0.0873  -0.0044  0.1035
B  0.027  -0.0348  -0.082
B  0.0141  0.0256  -0.0274
Si  0.1064  0.0573  0.0033
Si  -0.0466  -0.0018  0.1042
B  0.0095  -0.1256  -0.137
Si  0.0401  0.0067  0.025
Si  -0.0815  0.0138  0.0122
Si  0.0564  0.0627  0.0928
Si  0.0648  -0.0032  0.0267
Si  -0.0395  0.0569  0.066
O  0.002  0.0236  -0.0262
O  -0.0347  0.0153  0.0056
O  0.0255  -0.0232  -0.0319
O  0.0441  0.0266  0.0012
O  -0.0019  0.018  -0.0034
O  -0.005  -0.0098  -0.0006
O  0.0109  0.0008  -0.015
O  -0.0096  -0.0134  0.0009
O  0.0459  -0.0572  0.0026
O  0.0145  -0.0106  0.0052
O  0.0239  -0.0397  0.1235
O  -0.015  -0.0381  0.0151
O  0.0454  0.0215  -0.0018
O  -0.0281  0.0271  0.0448
O  -0.0191  -0.0009  0.0213
O  0.0392  0.0227  -0.0154
O  0.0236  -0.0128  0.0171
O  -0.0157  0.011  0.0186
Si  0.0021  0.0071  0.0066
Si  -0.0002  0.0008  0.0046
Si  0.0084  -0.0005  0.0005
Si  -0.0072  -0.0007  0.0059
Si  -0.0068  0.0027  0.0059
Si  -0.0002  -0.01  0.0157
Si  0.0097  -0.0021  0.0054
Si  0.0018  -0.0314  0.0258
Si  0.0331  -0.0272  -0.1264
Si  -0.0075  0.0047  0.0044
Si  0.0003  0.0041  -0.0014
Si  0.0047  -0.0043  0.0076
Si  0.0462  -0.0047  0.0403
Si  0.0077  0.0048  -0.0235
Si  -0.0021  -0.0056  0.0005
Si  -0.0106  -0.005  0.0028
Si  0.0008  0.0036  0.0145
Si  0.0083  0.0013  0.0053
Si  -0.0021  -0.014  -0.0108
Si  0.1006  0.0232  -0.0736
Si  -0.01  0.0017  0.001
Si  -0.0024  0.0018  0.0072
Si  0.0085  0.008  0.0007
Si  0.013  0.0247  -0.0262
Si  -0.0028  -0.0074  0.0033
Si  -0.0468  0.0037  0.0928
Si  -0.0017  0.0013  -0.0015
Si  -0.0409  -0.0003  0.0035
Si  -0.0139  0.0145  -0.0047
Si  0.0056  0.0007  -0.0039
Si  -0.0275  0.0087  0.0156
Si  -0.0075  -0.0032  -0.0036
Si  -0.0096  -0.0053  0.008
Si  0.0595  0.0156  -0.026
Si  0.0039  -0.019  0.0449
Si  -0.0119  0.0046  0.0064
Si  0.0005  0.0045  -0.0083
Si  -0.0082  0.0014  0.0032
Si  0.0003  0.0048  -0.0024
Si  -0.0117  -0.0084  -0.0004
Si  0.0076  -0.0018  0.0113
O  0.0091  0.0198  0.0078
O  -0.0074  -0.0149  -0.0129
O  0.006  -0.0034  0.0099
O  -0.004  0.0073  0.0117
O  0.0196  -0.0659  -0.0014
O  -0.0175  -0.0005  -0.0156
O  0.0063  -0.009  0.0109
O  -0.0211  0.0147  -0.0074
O  0.0183  -0.0101  -0.0004
O  -0.0077  0.0089  -0.0102
O  -0.012  -0.0047  -0.0268
O  -0.0246  -0.0237  -0.0182
O  0.0208  -0.0144  0.0082
O  0.0115  -0.0181  -0.0132
O  -0.0246  -0.1908  -0.0204
O  0.0188  -0.0314  -0.012
O  0.0018  -0.0127  0.0146
O  -0.0112  -0.0052  0.0167
O  0.0025  0.0028  0.0172
O  0.0103  0.0091  -0.0185
O  -0.0041  0.004  0.02
O  -0.0621  0.0208  0.0259
O  0.0246  0.0022  -0.004
O  -0.008  -0.0137  0.0045
O  -0.0121  -0.0055  0.0095
O  -0.0531  0.0501  0.066
O  -0.0115  0.0098  -0.0216
O  -0.011  0.014  -0.0202
O  0.0011  0.0047  0.0129
O  0.0145  0.011  0.012
O  -0.0123  -0.0168  -0.0005
O  0.0159  0.021  -0.0415
O  -0.0208  0.0144  -0.0078
O  -0.0216  0.0384  -0.0775
O  -0.0159  -0.0225  -0.0045
O  0.0191  -0.0124  -0.0211
O  0.0192  0.002  0.0108
O  0.0057  0.0201  0.0254
O  0.0196  0.0203  -0.0192
O  -0.0013  0.0075  -0.0097
O  0.0163  -0.0002  -0.011
O  0.0047  -0.0076  0.0088
O  0.0144  -0.0189  -0.0024
O  0.0166  0.0262  0.0153
O  -0.0096  0.0049  0.0139
O  0.0048  -0.001  -0.019
O  -0.0135  0.0128  -0.0092
O  -0.0049  -0.0261  0.005
O  0.0021  0.0147  -0.0196
O  -0.0126  0.0073  0.0168
O  -0.0192  0.0043  -0.0292
O  0.0055  0.0047  0.0073
O  -0.0002  -0.0041  -0.0037
O  -0.0183  0.0074  0.018
O  -0.021  -0.0154  0.0092
O  0.0172  -0.0018  0.0185
O  -0.0149  0.026  -0.0067
O  0.0539  -0.0059  -0.0554
O  0.0044  -0.0066  0.0101
O  -0.0151  0.0048  0.0046
O  0.0273  -0.0044  -0.0027
O  -0.0613  0.0209  -0.0013
O  0.0069  0.0054  -0.0207
O  -0.0187  0.0064  -0.0218
O  -0.0272  0.0025  0.0028
O  0.0136  0.0859  0.012
O  0.0128  0.0127  0.0111
O  -0.0175  0.0189  -0.0022
O  -0.0039  0.0134  -0.0144
O  -0.0102  0.0126  0.0097
O  0.0102  0.0326  0.1389
O  0.0107  -0.0067  0.0023
O  0.015  0.0087  -0.0241

The program warned: the cutoff lies below the one the program advises for these potential files; the forces do not sum to zero within the program's tolerance; the exchange-correlation potential is rough where the density is thin.
